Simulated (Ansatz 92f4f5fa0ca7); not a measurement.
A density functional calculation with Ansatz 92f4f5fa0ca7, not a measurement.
Periodic cell of 237 atoms, Si145O90As2, from a study of silicon, its oxide and their interface. The atomic structure is a simulated model.

Settings
functional: PBE
potential files: Ansatz PAW
basis: plane waves
wave-function cutoff: 700 eV
density cutoff ratio: 5
exchange-correlation grid ratio: 1
k mesh: 2 x 2 x 1, shifted by 0.5 0.5 0.5 of a step
self-consistency stop: 5e-08 eV per atom in the density residual
occupations: fixed
spin: none
net charge: 0

Cell vectors (angstrom)
a 11.6015 0 0
b 0 10.938 0
c 0 0 32.0622

Atoms: element, x, y, z (angstrom)
Si -0.2589 -0.0998 23.243
As 3.5391 0.0772 22.6089
Si 7.3895 -0.1202 23.3762
Si 1.6235 1.3674 23.2957
Si 5.5631 1.4221 23.1907
Si 9.3541 1.191 23.2971
Si 0.1052 5.4179 23.4197
Si 4.0357 5.2962 23.378
Si 7.9444 5.5831 23.5913
Si 2.1366 6.6717 23.3386
Si 5.8829 6.7633 23.4621
Si 9.8816 6.8801 23.6517
Si 1.8803 2.6095 25.3129
Si 5.7402 2.6398 25.2585
Si 9.5941 2.6612 25.2082
Si 11.5746 3.992 25.3001
Si 3.8274 3.9801 25.3168
Si 7.6836 4.0352 25.3441
Si 1.9803 8.1626 25.2393
Si 5.7762 8.1283 25.4059
Si 9.6932 8.2848 25.4666
Si 11.6344 9.5745 25.262
As 3.897 9.6579 25.237
Si 7.6619 9.5367 25.3557
Si 11.6207 -0.0082 27.2066
Si 3.8759 -0.0632 27.3017
Si 7.7303 -0.0123 27.2522
Si 1.9534 1.3128 27.2672
Si 5.7931 1.3195 27.2226
Si 9.67 1.3373 27.1818
Si 11.5645 5.4347 27.1961
Si 3.8119 5.4095 27.2198
Si 7.7024 5.4264 27.2593
Si 1.9044 6.807 27.1898
Si 5.749 6.7548 27.2917
Si 9.6354 6.7977 27.2864
Si 1.9293 2.7237 29.1686
Si 5.7876 2.7149 29.1492
Si 9.6731 2.7141 29.1361
Si -0.0017 4.0959 29.154
Si 3.8543 4.0822 29.1725
Si 7.729 4.0703 29.1828
Si 1.9086 8.174 29.1421
Si 5.7905 8.1806 29.176
Si 9.6592 8.1972 29.1848
Si -0.0107 9.5631 29.1488
Si 3.8519 9.521 29.2051
Si 7.7239 9.5529 29.174
Si 0 0 31.0965
Si 3.8672 0 31.0965
Si 7.7343 0 31.0965
Si 1.9336 1.3673 31.0965
Si 5.8008 1.3673 31.0965
Si 9.6679 1.3673 31.0965
Si 0 5.469 31.0965
Si 3.8672 5.469 31.0965
Si 7.7343 5.469 31.0965
Si 1.9336 6.8362 31.0965
Si 5.8008 6.8362 31.0965
Si 9.6679 6.8362 31.0965
Si 1.9336 2.7345 0.9679
Si 5.8008 2.7345 0.9679
Si 9.6679 2.7345 0.9679
Si 0 4.1018 0.9679
Si 3.8672 4.1018 0.9679
Si 7.7343 4.1018 0.9679
Si 1.9336 8.2035 0.9679
Si 5.8008 8.2035 0.9679
Si 9.6679 8.2035 0.9679
Si 0 9.5708 0.9679
Si 3.8672 9.5708 0.9679
Si 7.7343 9.5708 0.9679
Si 11.6222 0.0295 2.8947
Si 3.8703 0.0094 2.9125
Si 7.7608 0.0125 2.8878
Si 1.9509 1.3903 2.9103
Si 5.8288 1.3448 2.8519
Si 9.6752 1.3807 2.9129
Si 11.5795 5.5035 2.864
Si 3.894 5.4868 2.8996
Si 7.7565 5.5028 2.8953
Si 1.9311 6.8125 2.8705
Si 5.8274 6.8475 2.8859
Si 9.6726 6.8981 2.9435
Si 1.9385 2.8296 4.8007
Si 5.8672 2.7148 4.7462
Si 9.6247 2.7892 4.8285
Si 11.5657 4.127 4.7623
Si 3.9485 4.084 4.8025
Si 7.7462 4.1996 4.8601
Si 1.9079 8.1569 4.796
Si 5.8316 8.263 4.7744
Si 9.6848 8.3272 4.8794
Si 11.653 9.6598 4.8585
Si 3.8399 9.4857 4.7844
Si 7.7461 9.6799 4.8757
Si 11.6379 0.2343 6.7454
Si 3.7832 -0.0548 6.6463
Si 7.7513 0.0581 6.902
Si 2.0835 1.5096 6.7366
Si 5.7454 1.2702 6.6234
Si 9.687 1.5216 6.8323
Si 11.5648 5.5053 6.6639
Si 4.0212 5.4287 6.7535
Si 7.7837 5.6797 6.7861
Si 2.0172 6.6381 6.6251
Si 5.8508 6.9736 6.724
Si 9.797 7.0449 6.8732
O 10.0484 7.969 8.2645
O 7.7098 9.9212 8.1989
O 7.4704 4.7392 8.123
O 3.3833 10.3406 8.1897
O 2.1177 7.5057 8.0228
O 4.0341 4.5945 8.2158
O 9.8476 2.4472 8.22
O 2.6436 2.3468 8.1004
O 11.4293 4.5873 8.0362
O 5.3902 2.3667 7.8139
O 5.861 7.9657 8.0711
O 11.4057 10.2877 8.1131
O 11.2513 9.9841 21.7945
O 3.2033 11.5147 20.7756
O 5.719 7.7163 22.1159
O 4.101 4.4159 21.9463
O 7.3945 9.7922 22.0504
O 9.9429 7.7407 22.237
O 1.3878 2.5121 22.1389
O 5.8938 2.4731 21.9234
O 8.4041 4.7592 22.2166
O -0.1276 4.6431 21.9519
O 2.3733 7.4709 21.9044
O 9.1559 1.8884 21.8059
Si 1.9801 7.7606 9.5986
Si 5.085 0.6056 17.4539
Si 2.5282 5.406 13.9716
Si 10.5933 3.8663 14.0078
Si 8.2768 2.3788 15.1635
Si 9.483 2.3309 20.2773
Si 10.5694 3.6657 9.0567
Si 0.1252 2.3542 11.5308
Si 11.0881 8.136 15.3722
Si 5.1962 6.9442 13.9687
Si 5.8137 2.6334 11.0595
Si 8.4383 7.7187 19.3512
Si 8.0003 4.905 20.6476
Si 6.029 9.6231 15.0312
Si 1.9421 7.7023 20.346
Si 1.9744 4.9814 18.7971
Si 4.53 3.4627 18.01
Si 8.5447 8.9541 16.7696
Si 0.8888 9.5127 13.2759
Si 10.0076 10.6851 11.6547
Si 5.2751 3.7141 21.0355
Si 0.639 5.47 16.2281
Si 10.8529 9.1358 9.1055
Si 6.3278 8.9003 21.1794
Si 7.1467 7.1103 11.4619
Si 2.7439 0.7542 12.1886
Si 10.6905 8.6102 21.0845
Si 6.0522 4.3405 15.6082
Si 7.1439 0.4872 12.8537
Si 4.0868 2.9914 8.5725
Si 0.9159 6.7757 11.8902
Si 6.6092 9.0456 9.0514
Si 0.5838 3.44 21.0887
Si 9.8372 6.5452 12.8688
Si 7.7769 4.5535 9.7084
Si 3.7562 10.2562 19.8821
Si 4.3221 3.0579 13.4634
Si 3.8931 10.0074 9.7104
Si 8.0691 0.8171 17.9478
O 11.5731 3.2478 12.8739
O 9.3993 4.4876 9.8604
O 8.619 3.6402 19.8564
O 4.1086 -0.3376 18.3357
O 11.3238 4.4861 15.3207
O 9.9351 9.8028 10.2765
O 3.8551 1.5384 13.0971
O 0.6973 9.0856 14.8369
O 6.4736 0.9995 18.2493
O 4.8073 3.1548 19.5901
O 6.3115 1.1809 11.629
O 0.6023 8.6025 9.8332
O 5.6989 4.3054 17.2106
O 8.4665 7.2149 12.38
O 4.4408 2.6756 10.1398
O 2.1292 5.4961 15.5452
O 3.4235 0.0632 10.8892
O 5.9037 7.1771 12.5103
O 2.3302 6.472 19.3532
O 0.7107 4.9542 17.7664
O 8.5132 10.7598 12.28
O 5.5102 10.0852 9.6413
O 0.3263 7.8639 20.3445
O 9.7494 2.5964 14.5458
O 2.0563 10.6282 13.2044
O 10.033 9.0786 16.1478
O 6.2428 10.2563 13.542
O 7.4278 1.5574 14.0492
O 1.6736 4.031 20.0641
O 5.9294 5.8157 14.9139
O 7.4465 9.0147 15.5786
O 1.6053 1.7194 11.5746
O 7.2223 8.3073 10.3593
O 4.302 2.0265 17.2524
O 7.0893 3.1783 10.2185
O 11.656 6.9828 16.3541
O 8.3189 10.1774 17.783
O 3.3246 8.5285 10.0912
O 7.5859 3.8305 15.4274
O 3.218 4.3988 17.9477
O 2.9578 3.9213 13.5012
O 1.3964 8.238 12.4149
O 1.2075 5.7317 13.0905
O 5.0577 8.3346 14.8138
O 11.0854 2.6182 20.2088
O 11.0469 10.0249 12.7164
O 5.4087 3.5686 12.343
O 5.0507 3.2542 14.8988
O 6.3689 4.8807 20.6602
O 8.445 1.5831 16.5661
O 10.5266 1.2618 11.3708
O 10.9114 6.669 11.638
O 2.699 9.0193 19.8007
O 1.774 6.4316 10.5374
O 7.0005 8.2641 19.8572
O 8.433 7.6204 17.7164
O 3.6878 6.4699 13.6286
O 9.6265 4.9923 13.3165
O 5.1435 9.8291 20.628
O 10.3446 7.4155 14.1284
O 8.6276 6.2193 19.9469
O 7.1268 5.7272 10.6122
O 5.4144 10.7406 16.0598
O 9.0348 1.2244 19.185
O 11.6617 3.2234 10.1629
O 9.5891 8.7525 19.8943

Results
free energy: -153093.652 eV
free energy less fixed offsets of As -4857.07, O -569.03, Si -635.61 eV per atom: -3.362 eV

Forces (eV/angstrom), in the order of the atoms: element, x, y, z
Si 0.03 -0.0307 -0.0701
As -0.038 -0.0101 0.096
Si 0.0502 -0.0203 -0.1139
Si 0.0271 0.0517 -0.0478
Si 0.0603 0.0454 -0.0592
Si -0.0037 0.0304 -0.018
Si -0.0618 -0.0377 -0.0196
Si -0.0164 -0.0427 -0.0514
Si 0.04 -0.055 -0.0241
Si 0.0283 0.0611 -0.0068
Si -0.0709 0.0554 -0.0182
Si 0.018 0.0088 -0.06
Si 0.0035 -0.0463 0.0126
Si 0.0281 -0.0477 0.0068
Si 0.0152 -0.0816 -0.0246
Si 0.0294 0.0724 -0.0059
Si -0.0092 0.0676 -0.0047
Si -0.0387 0.0638 0.0072
Si -0.0275 -0.0636 -0.0108
Si -0.0128 -0.0661 -0.0307
Si -0.0283 -0.0585 0.018
Si 0.0247 0.0541 -0.0123
As 0.0003 0.0205 -0.0617
Si -0.0146 0.0494 -0.0005
Si -0.0205 -0.0474 0.0195
Si -0.0116 -0.0094 0.0233
Si -0.0123 -0.0343 0.0135
Si -0.0064 0.0576 0.005
Si -0.0079 0.0526 0.0228
Si -0.0115 0.0392 0.0256
Si 0.0493 -0.0484 0.0222
Si -0.002 -0.042 -0.0059
Si -0.0001 -0.0429 0.0139
Si 0.0038 0.0302 0.0308
Si 0.0239 0.0367 0.0158
Si -0.0086 0.0619 -0.0198
Si 0.0061 -0.033 -0.0034
Si -0.0074 -0.0301 -0.0046
Si -0.0027 -0.0317 0.0024
Si -0.013 0.0324 0.0031
Si -0.0036 0.0329 0.0108
Si 0.0076 0.023 -0.0069
Si -0.0103 -0.0361 0.0128
Si 0.0131 -0.0263 0.0051
Si 0.0023 -0.0429 -0.0008
Si 0.0156 0.0321 0.0096
Si -0.0006 0.0277 0.0074
Si -0.0053 0.0291 0.0014
Si 0.0089 -0.0635 -0.0755
Si -0.0235 -0.0418 0.1255
Si -0.0292 -0.0271 0.0363
Si -0.0378 -0.0459 0.0377
Si -0.0002 0.0091 -0.0965
Si 0.0222 -0.041 -0.1052
Si 0.0077 -0.0901 -0.0605
Si 0.01 -0.0184 -0.0114
Si -0.0095 -0.0788 0.0435
Si -0.0514 -0.0352 -0.0651
Si 0.0062 -0.0791 0.1396
Si 0.0261 -0.0895 0.1891
Si 0.0386 0.0483 0.0334
Si -0.0308 0.0291 -0.215
Si 0.0231 0.0439 0.0149
Si -0.105 0.0341 -0.1409
Si 0.0302 0.0542 0.0268
Si 0.0845 0.1032 0.0779
Si 0.0233 0.025 -0.0934
Si 0.0242 0.06 -0.0954
Si -0.0339 0.0675 0.0795
Si -0.008 0.0704 0.0227
Si -0.0135 0.0913 0.0919
Si 0.0646 -0.0291 -0.0182
Si 0.0122 -0.0498 -0.0155
Si -0.0193 -0.053 -0.0075
Si 0.0014 -0.0426 0.0045
Si -0.0201 0.0369 0.0057
Si 0.006 0.0507 -0.0046
Si -0.0239 0.0491 -0.0098
Si -0.0171 -0.0513 0.002
Si 0.0147 -0.0399 -0.0084
Si 0.007 -0.0503 -0.0077
Si -0.0085 0.0511 0.0012
Si -0.0152 0.0427 0.0061
Si -0.0024 0.0318 -0.0026
Si 0.0077 -0.047 -0.0014
Si 0.0404 -0.0835 0.0209
Si -0.0066 -0.0806 -0.0016
Si 0.0028 0.0722 -0.0038
Si 0.025 0.0704 0.0134
Si 0.0038 0.0917 0.0191
Si -0.0077 -0.0654 0.0149
Si 0.0467 -0.0523 -0.0117
Si 0.0056 -0.0862 -0.0105
Si 0.0462 0.0956 0.0142
Si -0.0236 0.069 -0.0025
Si 0.0032 0.0577 0.0079
Si 0.004 -0.0576 -0.0093
Si -0.0467 0.0156 0.0893
Si 0.0382 -0.0495 0.0025
Si 0.0495 0.0245 0.0027
Si -0.1236 0.0673 -0.0098
Si -0.0282 0.0038 0.0684
Si -0.0401 -0.0391 0.0569
Si 0.0662 -0.0143 0.0465
Si -0.0245 -0.0867 -0.0085
Si -0.0353 0.0715 -0.0004
Si -0.0767 0.0296 0.0613
Si 0.0077 0.0371 0.0465
O -0.011 0.0126 -0.0289
O -0.0163 -0.0078 -0.0207
O 0.0463 -0.0084 0.0036
O 0.0549 -0.0435 0.0211
O -0.0108 0.0117 0.0037
O -0.0004 -0.0096 -0.0399
O -0.005 0.0391 -0.0132
O -0.0093 0.0161 -0.0287
O 0.0092 -0.0247 -0.0114
O -0.0036 0.0042 -0.0106
O 0.0188 0.018 -0.019
O 0.0267 -0.03 -0.0054
O -0.0297 -0.0331 0.0174
O 0.0768 -0.1398 -0.0102
O 0.0497 0.029 0.0114
O 0.0243 -0.0042 0.0168
O -0.0385 -0.0242 0.0115
O 0.0038 0.0324 0.0068
O -0.0136 0.0238 -0.0049
O -0.049 0.0334 0.0088
O -0.0391 -0.0137 -0.0115
O 0.0243 -0.0167 0.013
O -0.0173 0.0191 -0.0121
O 0.0176 0.01 0.0112
Si 0.0067 -0.003 -0.0074
Si 0.0061 0.0058 -0.0053
Si -0.0021 -0.0016 0.0007
Si -0.0014 -0.0043 0.0006
Si 0.0053 0.0003 0.0018
Si 0.0005 0.0075 -0.0084
Si 0.0015 0.0061 -0.0055
Si 0.0027 0.0033 -0.0003
Si 0.0028 0.005 0.0066
Si -0.0011 0.0033 -0.0012
Si -0.0011 -0.003 0.0001
Si -0.0036 -0.0018 -0.0078
Si -0.0062 -0.0044 0.0075
Si -0.0019 -0.001 -0.0022
Si 0.0369 0.0324 -0.0387
Si 0.0032 -0.0013 -0.0039
Si 0.0014 0.0025 0.0017
Si 0.0009 -0.0008 0.0006
Si 0.0059 0.0006 0.0049
Si -0.0062 0.0008 -0.0003
Si 0.0079 0.0027 -0.0011
Si 0.0008 -0.0011 0.005
Si 0.0129 0.0146 0.0066
Si -0.0054 0.0119 0.0001
Si -0.0004 0.0014 0.0024
Si 0.005 -0.0015 0.0008
Si -0.0025 0.0085 0.0009
Si 0.0045 0.0005 0.0048
Si -0.0048 -0.003 -0.0046
Si 0.0109 -0.0073 0.0103
Si 0.0071 -0.0029 -0.0062
Si -0.0088 0.0126 0.0069
Si 0.0115 -0.0151 -0.0076
Si -0.001 -0.0003 -0.003
Si 0.0012 -0.0052 -0.0004
Si -0.0264 -0.0212 0.0131
Si 0.0002 -0.0009 -0.0001
Si 0.0001 -0.0013 -0.0164
Si -0.0052 -0.0081 -0.0019
O -0.0119 -0.002 -0.0141
O -0.0069 -0.0141 -0.0212
O 0.0071 -0.0046 0.0185
O -0.0042 0.0081 0.0427
O 0.0017 0.014 -0.0006
O 0.0181 0.0051 0.0049
O -0.0105 0.0131 -0.0155
O -0.0193 -0.0149 -0.0204
O 0.0116 -0.0144 -0.0313
O -0.0039 0.009 -0.0054
O 0.0118 0.0095 0.0239
O -0.0014 -0.0057 -0.0106
O -0.0128 -0.0156 -0.0202
O -0.0001 -0.0182 -0.0126
O 0.014 0.0121 -0.0084
O -0.0238 -0.0007 -0.0198
O -0.0048 -0.0077 0.011
O 0.0053 -0.0033 0.0093
O -0.0238 0.0176 0.0271
O 0.0208 0.0042 -0.0013
O 0.0028 0.0149 0.0045
O 0.0022 -0.0277 -0.0123
O 0.0358 -0.0311 0.0284
O -0.0196 0.015 0.0041
O -0.0122 0.0024 -0.02
O -0.0119 -0.0224 -0.0022
O 0.0135 0.0086 0.0154
O 0.011 -0.0021 -0.0027
O -0.0162 0.0146 -0.0055
O -0.0151 -0.0044 -0.0049
O -0.0034 0.0148 0.0143
O -0.0066 -0.0076 0.018
O -0.0054 -0.0099 -0.0143
O 0.0193 0.0076 0.0195
O -0.0114 0.0151 0.003
O 0.0014 -0.0014 -0.0301
O -0.0053 0.0183 -0.0271
O -0.0117 0.0103 -0.0105
O -0.0143 -0.022 -0.0059
O -0.0005 -0.006 0.0243
O 0.0159 0.0107 0.0091
O -0.0261 -0.0057 0.0042
O 0.0168 0.0221 -0.0029
O 0.0195 -0.0064 -0.0079
O -0.0143 0.0158 0.0263
O 0.0083 0.0006 -0.0098
O -0.0094 -0.0286 -0.0013
O 0.0125 0.0221 -0.0047
O 0.0071 -0.019 -0.004
O -0.0224 -0.0025 0.0065
O 0.01 -0.0116 0.014
O -0.003 -0.0041 0.031
O -0.0114 0.0438 0.0425
O -0.0123 0.0235 0.0172
O 0.0181 0.0012 0.0181
O 0.0025 0.0199 0.0162
O -0.0046 -0.0181 0.0104
O 0.0257 0.0084 0.0079
O -0.0417 -0.0324 -0.0207
O 0.0157 -0.0079 -0.0003
O -0.0076 0.0122 0.002
O 0.0141 0.0049 -0.0011
O 0.0111 -0.0076 0.0064
O -0.0046 0.0117 0.0062
O -0.0178 -0.0039 0.0107
O -0.0174 -0.0186 0.0022

The program warned: the cutoff lies below the one the program advises for these potential files; the exchange-correlation potential is rough where the density is thin.
